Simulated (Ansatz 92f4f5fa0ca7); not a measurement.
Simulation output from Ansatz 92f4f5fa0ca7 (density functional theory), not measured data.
Periodic cell of 227 atoms, Si134O92H1, from a study of silicon, its oxide and their interface. The atomic structure is a simulated model.
Doubt: the cutoff is far below the 930 eV that the study's wrapper takes by default for these files, so forces and energies are approximate.
This geometry differs little from another in the collection (a relaxation step or a small displacement).

Settings: functional PBE; potential files Ansatz PAW; basis plane waves; wave-function cutoff 580 eV; density cutoff ratio 5; exchange-correlation grid ratio 1; k mesh 1 x 1 x 1, Gamma-centred; self-consistency stop 5e-08 eV per atom in the density residual; occupations fixed; spin none; net charge +1 e, with a uniform compensating background and no finite-size correction.

Cell vectors (angstrom)
a	10.938	0	0
b	0	10.938	0
c	0	0	32.9298

Atoms and the computed forces on them: element, x, y, z (angstrom), force x, y, z (eV/angstrom)
Si	0.3003	-0.2272	25.4743	0.0098	-0.0066	0.0077
Si	5.8648	-0.243	25.4746	-0.0003	-0.0029	0.0126
Si	2.5222	3.0808	25.332	-0.006	0.0065	-0.0023
Si	7.9397	3.2113	25.3644	-0.0038	0.0038	0.003
Si	0.2484	5.3478	25.3135	0.0103	-0.0049	-0.0061
Si	5.7052	5.4936	25.4746	0.006	-0.0001	-0.0006
Si	2.4897	8.4035	25.5137	-0.0042	0.0028	0.0034
Si	8.0168	8.3762	25.7678	-0.0016	-0.003	0.0153
Si	1.4119	1.4503	26.71	-0.0041	0.0013	-0.0021
Si	6.8892	1.4827	26.6943	-0.0019	-0.0017	-0.0029
Si	4.0953	4.2103	26.6883	-0.0032	0.0033	0.0001
Si	9.5973	4.2022	26.7051	-0.0024	-0.0018	0.0024
Si	1.3389	6.847	26.8092	0.0028	0.0003	-0.0007
Si	6.8112	6.863	27.016	-0.0013	-0.0007	0.0048
Si	4.1386	9.6106	26.7281	-0.0013	0.0023	-0.0035
Si	9.6456	9.6326	26.8467	0.0008	-0.0024	0.0019
Si	2.7472	0.0404	28.1079	0.0025	-0.0016	0.0007
Si	8.2051	0.0685	28.1307	0.0042	0.0006	-0.002
Si	-0.025	2.7492	28.0974	0.0039	-0.0008	-0.0001
Si	5.4335	2.7673	28.0858	0.0019	0.0002	0.0021
Si	2.7358	5.4888	28.1436	0.0004	-0.0035	-0.0042
Si	8.2441	5.4616	28.1952	-0.0039	0.0007	-0.0045
Si	-0.0121	8.1967	28.1854	-0.0009	0.0056	-0.0051
Si	5.3942	8.2496	28.2089	0.0032	-0.0017	-0.0052
Si	4.1018	1.3673	29.5116	0.0969	0.1491	-0.1626
Si	9.5708	1.3673	29.5116	0.0534	0.2539	0.0436
Si	1.3673	4.1018	29.5116	-0.0905	-0.0409	-0.2414
Si	6.8362	4.1018	29.5116	-0.0606	-0.2355	-0.1153
Si	4.1018	6.8362	29.5116	-0.3573	0.0139	0.4054
Si	9.5708	6.8362	29.5116	0.0453	0.0491	0.5194
Si	1.3673	9.5708	29.5116	0.2172	0.1036	-0.1379
Si	6.8362	9.5708	29.5116	0.0091	0.3532	-0.061
Si	0	0	30.8788	0.0669	0.0306	-0.0394
Si	5.469	0	30.8788	0.1072	0.0517	0
Si	2.7345	2.7345	30.8788	-0.0039	-0.0299	-0.0432
Si	8.2035	2.7345	30.8788	-0.0242	-0.0334	0.0126
Si	0	5.469	30.8788	0.0234	0.0397	0.0215
Si	5.469	5.469	30.8788	0.0524	0.0378	-0.0379
Si	2.7345	8.2035	30.8788	0.0349	-0.0329	0.0369
Si	8.2035	8.2035	30.8788	0.0445	-0.0231	-0.0329
Si	1.3673	1.3673	32.2461	0.0001	0.0136	-0.0025
Si	6.8362	1.3673	32.2461	-0.0079	-0.0012	-0.0138
Si	4.1018	4.1018	32.2461	-0.0105	0.0162	-0.0227
Si	9.5708	4.1018	32.2461	-0.0065	0.0206	-0.0376
Si	1.3673	6.8362	32.2461	-0.0177	0.0484	-0.016
Si	6.8362	6.8362	32.2461	-0.0305	0.0405	-0.0105
Si	4.1018	9.5708	32.2461	-0.0258	-0.0248	-0.0408
Si	9.5708	9.5708	32.2461	-0.0689	-0.0339	-0.0116
Si	2.7345	0	0.6835	0.058	-0.0588	0.0138
Si	8.2035	0	0.6835	-0.0226	0.0442	0.0373
Si	0	2.7345	0.6835	-0.0356	0.0227	-0.0069
Si	5.469	2.7345	0.6835	0.0722	-0.0491	0.0175
Si	2.7345	5.469	0.6835	0.0092	0.0067	0.0306
Si	8.2035	5.469	0.6835	0.0312	-0.0211	0.0109
Si	0	8.2035	0.6835	0.0778	-0.04	0.0186
Si	5.469	8.2035	0.6835	-0.0153	0.0367	-0.0064
Si	4.1018	1.3673	2.0507	-0.0898	0.0304	0.0073
Si	9.5708	1.3673	2.0507	0.0935	0.0424	-0.0042
Si	1.3673	4.1018	2.0507	-0.0626	-0.0806	-0.016
Si	6.8362	4.1018	2.0507	-0.0544	0.0823	0.0155
Si	4.1018	6.8362	2.0507	0.0922	0.0789	0.0298
Si	9.5708	6.8362	2.0507	-0.1504	0.025	0.0527
Si	1.3673	9.5708	2.0507	-0.0644	-0.0248	-0.0151
Si	6.8362	9.5708	2.0507	-0.0921	-0.1844	0.0021
Si	0	0	3.418	0.2645	0.2577	-0.4422
Si	5.469	0	3.418	-0.1201	-0.2226	0.2503
Si	2.7345	2.7345	3.418	-0.1306	-0.1565	-0.207
Si	8.2035	2.7345	3.418	0.2017	0.1991	0.1957
Si	0	5.469	3.418	0.0397	-0.504	0.3358
Si	5.469	5.469	3.418	0.2959	0.0207	-0.0239
Si	2.7345	8.2035	3.418	-0.1521	-0.0102	-0.0598
Si	8.2035	8.2035	3.418	-0.3018	-0.2235	-0.325
Si	1.3863	1.3343	4.7951	0.0025	-0.0035	0.0035
Si	6.8444	1.3746	4.7658	0.0028	-0.0005	0.003
Si	4.0915	4.0916	4.7362	0.0009	0.0031	0.0065
Si	9.6102	4.0319	4.8955	0.0051	-0.0001	0.0038
Si	1.3939	6.7935	4.7774	-0.0088	0.0019	-0.0024
Si	6.8902	6.7957	4.8144	-0.0101	-0.0059	0.0062
Si	4.0527	9.5526	4.8182	-0.0009	0.0064	-0.0009
Si	9.55	9.5994	4.6795	0.0012	-0.0049	-0.0018
Si	2.6894	-0.0095	6.2463	-0.0054	-0.0055	-0.0052
Si	8.2075	-0.0395	6.0881	-0.0075	-0.0017	-0.0083
Si	0.0392	2.5481	6.3114	-0.0027	-0.0014	-0.0003
Si	5.446	2.716	6.0819	-0.0031	0.0026	-0.0023
Si	2.7108	5.3722	6.1629	0.0006	-0.0122	0.0007
Si	8.2891	5.4378	6.3027	0.0004	0.0052	0.0025
Si	-0.098	8.1715	5.9702	0.0054	0.002	-0.0127
Si	5.3725	8.0952	6.1153	0.0061	0.0005	0.0041
Si	3.9062	1.6085	7.4848	-0.0031	0.0183	-0.0008
Si	9.7571	0.871	7.6315	-0.017	0.0225	0.0022
Si	1.6313	3.7883	7.5607	0.0046	0.0002	-0.0062
Si	6.6448	4.1981	7.441	-0.0083	0.009	0.0012
Si	4.3862	6.3923	7.4685	0.0057	-0.0063	0.0013
Si	9.298	7.2863	7.5148	-0.0012	-0.0006	0.0115
Si	1.0888	9.5406	7.3831	0.0015	-0.0138	0.0223
Si	6.9211	9.3738	7.2682	-0.0014	0.0056	-0.002
O	5.5377	5.3139	7.9499	0.0059	-0.0043	-0.006
O	-0.2682	-0.6553	8.4324	0.0147	-0.0049	0.0014
O	2.8043	2.7139	7.9982	0.0026	-0.0033	-0.0007
O	7.9382	8.1767	7.7182	0.0045	-0.0072	-0.0006
O	1.4216	9.5725	25.0447	-0.0037	0.0002	0.0013
O	6.7637	4.3164	24.9879	-0.003	0.0005	-0.0014
O	6.9792	9.514	25.2029	0.0001	0.0073	-0.0084
O	-0.3274	6.0575	23.9161	0.0032	-0.0054	0.0014
O	6.5122	10.1788	8.6525	-0.0045	-0.0008	-0.0005
O	1.1101	4.4394	8.9806	-0.0011	-0.0031	-0.0056
O	1.6994	8.4938	8.4967	-0.0067	0.0172	-0.0129
O	7.2069	3.3579	8.7359	-0.0015	0.0019	-0.0016
O	9.959	7.6526	9.0248	0.0013	0.0134	-0.0041
O	4.6118	1.077	8.8853	-0.0002	-0.0016	0.0022
O	3.7672	6.8743	8.9251	0.0025	0.0033	-0.0039
O	9.1822	1.574	8.9801	0.0128	-0.0054	-0.0092
O	5.5188	0.2486	23.949	0.0005	0.0043	0.0005
O	8.6542	2.8822	23.9212	0.0003	0.0016	0.006
O	8.4123	6.1188	22.2914	0.0001	-0.0007	0.0019
O	5.266	6.3987	24.1627	-0.0018	-0.0007	0.0007
O	8.4793	7.4247	24.5331	-0.0002	-0.0056	-0.0013
O	3.2871	2.4589	24.0002	-0.0016	0.0043	0.0088
O	2.9089	7.575	24.149	-0.0016	0.0005	0.0028
O	10.6058	0.3131	24.0619	-0.0025	-0.0022	0.0052
Si	5.6718	10.04	12.3563	-0.0044	0.0026	0.006
Si	9.5212	4.9223	14.6924	-0.0032	-0.0006	-0.0022
Si	17.8257	15.2328	16.515	-0.0014	0.0018	0.0017
Si	2.8752	8.407	18.3803	-0.0009	-0.0007	0.0044
Si	4.1959	4.1694	14.8807	0.0022	0	-0.0059
Si	0.0782	0.6912	22.5183	0.0066	-0.0002	-0.0015
Si	3.6304	14.2537	19.8399	0.0006	0.0009	0.0014
Si	-2.2992	2.5448	22.3312	-0.007	-0.0051	-0.0045
Si	-2.3243	9.5805	12.235	0.004	0.0014	0.0014
Si	2.9674	1.7627	22.5415	-0.0069	-0.0016	-0.0009
Si	6.1926	1.9838	18.4759	-0.0002	-0.001	0.0034
Si	8.1605	2.5768	9.7833	-0.0013	0.004	0.0086
Si	10.2056	-1.8335	9.744	-0.0022	-0.0351	0.022
Si	14.0333	8.2851	9.3482	-0.0022	0.0022	0.016
Si	1.3924	7.7734	11.4868	0.001	-0.0048	0.0067
Si	7.2198	11.3857	20.9428	0.0037	0.0007	0.0044
Si	8.5422	5.2835	20.9003	-0.0005	0.001	-0.0017
Si	1.5322	4.7425	10.5333	0.004	-0.0062	0.0061
Si	14.7939	-4.4796	20.2799	-0.0007	-0.0012	-0.001
Si	-1.1646	9.3831	21.2667	-0.0035	0.0026	-0.0023
Si	6.6198	6.2742	18.9455	0.0025	0	0.0031
Si	12.6058	1.593	18.0425	-0.0008	-0.003	0.0078
Si	3.7741	-1.345	14.6327	0.0002	0.0012	0
Si	11.3517	7.9203	16.7431	-0.0024	-0.0007	0.0024
Si	2.6895	12.5602	14.1243	-0.0007	-0.0005	-0.0051
Si	4.9333	-0.5221	22.6269	0.0022	0.0017	-0.0021
Si	10.9694	2.4207	15.5161	0.0019	-0.0019	-0.0028
Si	4.1045	10.8423	17.3516	0.0002	-0.0021	0.0008
Si	2.9174	6.8957	15.944	0.0014	0.0002	-0.002
Si	3.8273	3.4628	12.091	-0.0031	-0.0008	0.0006
Si	-1.58	7.37	19.0253	-0.0011	0.0003	0.0041
Si	6.4949	1.9547	12.2009	-0.0038	0.0014	0.0027
Si	8.9818	12.4431	13.5723	0.0008	0.0014	-0.0018
Si	9.9436	3.634	11.9479	-0.0004	-0.0023	0.0015
Si	9.3822	6.9606	23.2861	0.0004	0.001	-0.0021
Si	4.2643	7.3382	23.2708	0.0007	-0.0026	0.0041
Si	5.0751	-0.4193	9.3232	0.0021	-0.0018	0.0057
Si	10.5762	-3.1047	14.0066	0.0012	0.0008	0.0025
O	7.2857	1.7086	21.9914	0.003	0.0038	-0.0004
O	3.7548	9.7725	18.5546	0.0007	0.001	-0.0005
O	8.9092	3.7887	21.3341	0.0004	-0.0024	0.0029
O	8.7927	10.8944	13.1589	-0.0008	-0.0073	0.0008
O	9.9468	8.6622	19.817	0.0008	0.0012	0.0018
O	10.9043	8.7284	15.3603	-0.0016	-0.0016	-0.0013
O	13.8071	8.3203	10.9744	0.0018	0.0019	-0.009
O	1.3689	1.6366	22.4539	-0.0007	-0.0025	-0.0027
O	4.0091	4.5427	13.2991	-0.0016	-0.0024	-0.0007
O	9.6447	5.9972	19.8976	-0.0014	-0.0013	0.0015
O	3.5246	-8.2232	21.3523	-0.0011	-0.0023	0.0001
O	11.9321	7.6413	13.0616	0.0045	0.001	-0.0073
O	1.296	6.3339	10.7511	-0.0026	-0.0005	0.0009
O	5.1154	13.86	19.2742	-0.0023	-0.0011	-0.0004
O	11.3662	-2.0088	10.8437	-0.0077	0.0115	-0.009
O	5.8197	10.6245	21.2793	-0.0057	-0.002	0.0035
O	9.0073	-1.1803	10.6244	0.0099	0.0021	-0.0154
O	3.036	8.1439	14.8708	-0.001	0.0002	0.0026
O	3.5621	13.5953	15.0899	-0.0003	-0.0011	0.0038
O	-1.0877	1.5934	21.9105	-0.0009	0.0033	-0.0036
O	1.3264	6.6595	16.2404	0.0014	-0.0015	0.0019
O	3.0485	4.2013	10.8548	-0.0042	0.0032	0.002
O	7.0442	9.1883	12.2088	0.0082	-0.0056	0.0036
O	7.2048	1.1346	19.4516	-0.001	0.0006	-0.0014
O	4.7677	-1.7138	13.4019	0.0056	0.0008	-0.0027
O	0.1449	10.3012	21.5807	0.0023	0.0037	0.0015
O	8.2397	15.6163	15.673	0.0031	-0.0003	0.001
O	2.9959	2.1353	12.5854	0.0023	0.0024	0.002
O	16.3057	0.8464	17.6627	0	-0.0006	0.0011
O	14.8853	-4.3989	21.8989	0.0022	0.0017	0.0047
O	11.443	13.1287	17.0484	-0.0012	0	0.0004
O	9.0058	14.6397	10.6044	-0.0049	-0.0047	-0.0037
O	9.9544	6.479	14.6436	0.0015	0.0011	0.0041
O	-7.3109	7.4188	17.3118	0.0002	-0.0023	-0.0022
O	1.1303	1.8288	14.4818	0.0007	-0.0005	0.003
O	1.3813	8.8181	17.7514	-0.001	-0.0003	-0.0002
O	2.4488	13.7154	18.8505	0.0009	-0.002	0.0008
O	15.9478	-0.6997	10.8934	-0.0031	0.0031	-0.0091
O	10.7585	4.0214	15.2616	0.0006	0.0004	0.005
O	7.3073	1.6253	10.8033	0.0057	0	-0.0093
O	3.5032	11.1611	22.3954	0.0004	-0.002	-0.0025
O	5.3667	3.0251	11.7336	0.0039	-0.0011	0.0022
O	3.4894	5.4276	15.6142	-0.0001	-0.0014	0.0041
O	2.9302	10.9361	14.1874	-0.0008	0.0012	0.0044
O	-3.355	13.3038	13.3581	-0.0028	-0.0007	0.0024
O	7.7355	7.4736	18.8054	0.0003	0.0003	-0.0007
O	4.526	-0.9239	16.0091	0.0002	-0.0012	0.0005
O	9.2808	4.5746	13.1003	0.0004	-0.0037	-0.0035
O	4.8618	8.8149	22.9188	0.0001	-0.0035	-0.0033
O	5.8385	11.5685	12.8796	0.0014	-0.0007	0.0009
O	-1.3907	1.6732	15.0965	-0.0014	-0.0008	0.0009
O	11.9269	0.6376	19.1669	-0.0017	-0.0117	-0.0101
O	3.4632	4.9357	19.8767	-0.0001	-0.0002	-0.0009
O	9.4606	8.4232	12.9806	-0.0055	0.0031	0.0002
O	7.1338	5.2167	20.0868	0.0022	-0.0014	0.0009
O	-0.8639	7.3595	17.5673	0.0024	0.0002	-0.0012
O	5.7283	4.0859	15.3907	-0.0015	-0.0013	0.002
O	8.3952	10.2658	21.1744	-0.0002	-0.0004	-0.003
O	10.0421	13.0355	12.4779	0.0021	0.0017	0.0023
O	9.8382	8.2807	22.4658	0.0016	-0.0022	0.0039
O	-10.413	4.026	11.5736	0.0033	0.0013	-0.0005
O	5.2445	-4.0407	19.5323	-0.0021	0.0004	0.0001
O	7.0427	13.8709	17.4313	0.0011	-0.0007	0.0004
O	13.6846	11.7211	17.0978	-0.0022	0.0022	0.0028
O	3.983	-1.4555	8.7072	-0.0027	-0.0034	-0.0019
O	2.7409	7.5665	19.7752	0.0015	0.0004	-0.003
O	1.3589	4.1879	24.8641	-0.0011	0.0015	0.0064
O	6.463	16.4699	17.5012	0.0006	-0.0017	0.0005
H	11.6804	-0.2622	18.8936	0.0063	0.0171	0.0038

Results
free energy: -137528.481 eV
free energy less fixed offsets of H -15.97, O -568.88, Si -635.61 eV per atom: -3.811 eV

The program warned: the cutoff lies below the one the program advises for these potential files; the exchange-correlation potential is rough where the density is thin.
